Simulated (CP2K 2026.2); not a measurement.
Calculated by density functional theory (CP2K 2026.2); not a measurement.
Periodic cell of 534 atoms, Si358O176, from a study of silicon, its oxide and their interface. The atomic structure is a simulated model.
Doubt: the forces sum to 1.88 eV/angstrom along one axis rather than to zero, so they err by at least 0.0035 eV/angstrom per atom on average; the grid cutoff is modest.

Settings
functional: PBE
method: Gaussian and plane waves
basis set: DZVP-MOLOPT-SR-GTH
pseudopotentials: GTH-PBE
grid cutoff: 350 Ry, relative cutoff 50 Ry
k points: Gamma only
occupations: fixed
spin: none
net charge: 0

Cell vectors (angstrom)
a	16.4025	0	0
b	0	16.4025	0
c	0	0	35.2414

Atoms and the computed forces on them: element, x, y, z (angstrom), force x, y, z (eV/angstrom)
Si	16.074	0.207	35.013	-0.087	0.204	0.104
Si	2.911	2.529	35.171	0.145	-0.127	0.151
Si	16.337	5.435	35.156	0.04	0.008	0.621
Si	2.695	8.464	34.948	-0.13	-0.128	0.349
Si	0.309	10.54	34.973	-0.033	0.11	0.461
Si	2.781	13.235	0.119	-0.368	-0.011	0.353
Si	6.398	15.804	34.905	0.458	0.123	0.053
Si	8.36	3.037	35.237	-0.143	-0.115	0.289
Si	5.984	5.072	35.22	0.116	-0.233	0.001
Si	8.389	7.957	35.164	0.153	0.076	-0.141
Si	5.352	11.521	34.794	0.285	0.12	0.498
Si	8.402	13.494	0.487	0.139	-0.365	-0.038
Si	11.073	15.914	35.058	-0.209	0.073	0.367
Si	13.697	2.249	35.167	0.138	0.053	0.255
Si	10.539	5.675	35.218	0.248	0.174	0.111
Si	13.976	7.534	34.93	-0.222	0.195	0.4
Si	10.539	11.205	0.047	-0.175	0.179	-0.003
Si	13.46	13.887	35.079	-0.067	-0.04	0.015
Si	1.362	1.247	1.184	-0.062	-0.081	-0.161
Si	4.28	3.948	1.227	0.089	0.053	-0.236
Si	1.587	6.748	1.12	-0.015	-0.022	-0.447
Si	4.254	9.681	1.035	-0.123	-0.099	-0.414
Si	1.313	11.986	1.358	-0.013	-0.008	-0.152
Si	3.966	14.746	1.441	-0.045	-0.172	0.189
Si	7.155	1.223	1.085	-0.061	0.227	-0.219
Si	9.572	4.206	1.553	0.052	0.001	-0.325
Si	6.92	6.756	1.329	0.064	-0.055	-0.137
Si	9.529	9.523	1.32	-0.163	-0.1	-0.181
Si	6.735	12.224	1.423	0.15	-0.137	-0.31
Si	9.785	14.926	1.564	0.159	0.223	-0.401
Si	12.222	1.107	1.31	-0.013	-0.025	-0.265
Si	15	3.885	1.164	0.038	-0.104	-0.391
Si	12.268	6.763	1.174	-0.175	-0.101	-0.387
Si	15.031	9.414	0.991	0.068	-0.087	-0.459
Si	12.337	12.246	1.181	-0.071	0.178	-0.133
Si	14.996	15.018	1.213	0.097	0.09	-0.103
Si	0.034	2.642	2.579	-0.02	0.027	0.04
Si	2.68	16.293	2.621	-0.069	0.114	0.066
Si	0.068	8.107	2.459	-0.009	-0.161	0.126
Si	2.899	5.391	2.541	-0.076	0.018	-0.034
Si	16.382	13.571	2.546	-0.032	-0.012	-0.047
Si	2.831	10.789	2.653	0.094	0.092	0.058
Si	5.6	2.528	2.554	0.181	-0.186	-0.14
Si	8.355	16.379	2.698	-0.143	0.048	0.112
Si	5.475	8.197	2.52	-0.053	0.015	-0.105
Si	8.2	5.51	2.847	0.005	0.051	0.164
Si	5.442	13.567	2.823	-0.087	0.088	0.138
Si	8.132	10.799	2.71	-0.14	0.028	0.088
Si	10.974	2.662	2.661	0.053	-0.042	-0.042
Si	13.678	16.29	2.716	-0.101	-0.042	0.018
Si	10.99	8.191	2.612	0.052	-0.061	-0.032
Si	13.652	5.338	2.511	0.068	0.029	0.233
Si	11.106	13.515	2.789	0.136	-0.052	0.129
Si	13.728	10.836	2.466	0.069	-0.077	-0.137
Si	1.429	4.062	3.894	-0.021	-0.065	0.029
Si	4.122	1.265	3.948	0.028	0.067	-0.048
Si	1.394	9.444	3.962	-0.02	-0.105	-0.151
Si	4.145	6.813	3.938	0.03	-0.073	0.041
Si	1.318	14.937	3.979	0.061	-0.063	0.017
Si	4.073	12.19	4.118	0.002	-0.041	-0.086
Si	6.832	3.995	4.025	-0.031	0.046	-0.02
Si	9.625	1.363	4.094	-0.052	-0.076	-0.048
Si	6.784	9.451	4.057	0.158	0.111	-0.078
Si	9.646	6.867	4.081	-0.052	-0.083	-0.044
Si	6.892	15.011	4.043	-0.005	0.011	-0.184
Si	9.572	12.196	4.039	0.01	0.036	-0.132
Si	12.344	4.035	4.003	0.057	0.028	-0.091
Si	15.059	1.322	4.007	0.041	-0.051	-0.057
Si	12.373	9.549	3.942	-0.063	-0.065	0.062
Si	15.067	6.737	3.876	0.006	0.155	-0.214
Si	12.377	14.945	4.145	0.087	-0.112	-0.082
Si	15.03	12.21	3.925	0.045	0.078	-0.018
Si	16.394	0.004	10.847	-0.02	0.036	-0.01
Si	2.715	2.742	10.849	-0.015	0.017	-0.006
Si	16.398	5.479	10.827	-0.011	-0.01	-0.005
Si	2.72	8.21	10.834	-0.04	0.033	0.001
Si	0.004	10.92	10.842	-0.027	-0.01	0
Si	2.736	13.662	10.839	-0.004	0.014	0.011
Si	5.452	16.399	10.829	-0.004	-0.01	-0.003
Si	8.183	2.731	10.834	-0.01	-0.013	0.008
Si	5.444	5.472	10.848	-0.013	0.023	0.001
Si	8.192	8.212	10.853	0.001	0.014	0.006
Si	5.453	10.937	10.828	-0.015	0.006	0.002
Si	8.175	13.669	10.833	-0.004	0.021	0.012
Si	10.913	0	10.82	-0.023	0.027	-0.005
Si	13.66	2.748	10.83	-0.033	0.022	-0.003
Si	10.932	5.47	10.845	-0.012	-0.004	0.002
Si	13.674	8.191	10.839	-0.02	-0.009	0.001
Si	10.934	10.935	10.846	-0.021	0.019	-0.007
Si	13.663	13.659	10.855	-0.014	0.009	0.012
Si	1.335	1.394	12.218	-0.022	-0.061	0.002
Si	4.061	4.132	12.221	-0.008	-0.057	0.017
Si	1.336	6.869	12.197	0.053	-0.014	-0.012
Si	4.075	9.595	12.201	0.025	-0.017	-0.009
Si	1.368	12.299	12.207	0.01	0.033	-0.008
Si	4.092	15.042	12.207	0.035	0.038	-0.009
Si	6.802	1.375	12.197	0.032	0.025	-0.004
Si	9.534	4.116	12.199	0.01	-0.007	-0.004
Si	6.79	6.868	12.212	0.015	-0.039	0.01
Si	9.546	9.603	12.221	0.011	-0.01	0.007
Si	6.795	12.321	12.205	0.009	-0.017	-0.006
Si	9.524	15.061	12.186	0.036	-0.001	-0.009
Si	12.257	1.393	12.177	0.007	-0.059	-0.025
Si	15.009	4.142	12.192	0.01	-0.004	-0.004
Si	12.282	6.859	12.211	0.044	0.008	-0.003
Si	15.032	9.567	12.204	-0.002	0.029	-0.015
Si	12.277	12.315	12.226	-0.008	-0.012	0.014
Si	15.016	15.051	12.218	0.019	-0.006	0.002
Si	16.366	2.795	13.567	0.036	-0.006	0.023
Si	2.721	0.02	13.553	-0.019	0	-0.007
Si	16.394	8.23	13.594	-0.055	-0.007	0.011
Si	2.701	5.54	13.575	-0.066	0.035	-0.003
Si	0.001	13.674	13.56	-0.027	0.007	-0.006
Si	2.738	10.96	13.601	-0.01	-0.026	0.004
Si	5.436	2.751	13.558	0.028	-0.026	-0.011
Si	8.15	0.004	13.572	0.004	0.029	0.038
Si	5.428	8.255	13.588	-0.024	0.062	-0.006
Si	8.163	5.498	13.556	-0.003	0.015	-0.042
Si	5.442	13.682	13.602	-0.025	0.009	0.006
Si	8.167	10.985	13.579	0.015	-0.002	0.002
Si	10.879	2.734	13.566	0.011	0.009	0.033
Si	13.62	0.047	13.547	-0.058	0.096	0
Si	10.921	8.242	13.578	-0.023	0.005	-0.002
Si	13.654	5.51	13.577	-0.052	-0.027	0.009
Si	10.885	13.716	13.557	-0.058	0.055	-0.016
Si	13.662	10.93	13.56	0.039	-0.041	-0.013
Si	1.299	4.214	14.927	-0.041	-0.006	-0.014
Si	4.061	1.402	14.925	-0.043	-0.013	-0.029
Si	1.375	9.589	14.961	0.037	0.026	0.048
Si	4.038	6.925	14.967	0.047	-0.032	0.088
Si	1.375	15.045	14.918	0.055	0.076	0.001
Si	4.074	12.342	15.003	0.06	0.022	0.089
Si	6.781	4.143	14.915	-0.011	-0.002	0.055
Si	9.483	1.382	14.951	-0.004	-0.009	0.047
Si	6.781	9.649	14.953	-0.022	-0.036	0.025
Si	9.504	6.899	14.907	0.008	-0.042	-0.033
Si	6.8	15.051	14.976	0.039	0.034	0.081
Si	9.499	12.395	14.941	0.046	-0.055	0.04
Si	12.25	4.133	14.892	0.033	0.027	0.008
Si	14.956	1.449	14.909	-0.065	-0.129	-0.043
Si	12.295	9.603	14.96	0.003	0.015	0.04
Si	14.993	6.902	14.969	0.059	0.04	0.069
Si	12.228	15.111	14.912	0.018	-0.015	0.019
Si	15.033	12.295	14.904	-0.01	0.017	-0.023
Si	16.382	0.069	16.16	-0.069	0.04	0.027
Si	2.741	2.893	16.209	0.001	-0.11	0.021
Si	16.342	5.56	16.366	0.046	-0.009	0.039
Si	2.708	8.28	16.425	-0.038	0.032	0.149
Si	0.008	10.958	16.301	-0.095	-0.073	0.011
Si	2.681	13.693	16.391	0.022	-0.01	0.019
Si	5.357	16.381	16.307	0.073	0.045	0.039
Si	8.073	2.746	16.308	-0.098	-0.016	0.056
Si	5.447	5.562	16.275	-0.045	-0.061	-0.005
Si	8.16	8.287	16.276	0.053	0.025	0.127
Si	5.482	11.028	16.404	-0.068	-0.031	0.082
Si	8.161	13.722	16.415	-0.053	0.069	0.04
Si	10.842	0.03	16.347	-0.031	0.038	0.004
Si	13.594	2.819	16.315	-0.105	0.067	0.005
Si	10.846	5.486	16.214	0.056	0.034	0.08
Si	13.625	8.237	16.391	0.029	-0.043	0.104
Si	10.939	11.066	16.233	-0.115	0.106	0.035
Si	13.643	13.712	16.163	0.028	-0.031	0.106
Si	1.278	1.566	17.431	-0.029	0.036	-0.336
Si	4.07	4.242	17.657	0	-0.013	-0.014
Si	1.306	6.896	17.814	-0.107	0.097	0.016
Si	4.102	9.702	17.803	0.071	-0.05	-0.02
Si	1.294	12.305	17.75	0.051	-0.041	0.006
Si	4.042	15.053	17.787	0.131	-0.041	0.055
Si	6.613	1.406	17.676	-0.03	0.086	-0.061
Si	9.458	4.166	17.591	0.044	0.021	-0.093
Si	6.787	6.927	17.667	-0.025	0.167	-0.064
Si	9.541	9.742	17.547	-0.104	-0.059	-0.145
Si	6.801	12.404	17.877	0.013	-0.07	0.126
Si	9.5	15.099	17.817	-0.037	-0.045	0.097
Si	12.18	1.468	17.654	-0.095	0.164	0.08
Si	14.884	4.248	17.722	-0.063	0.098	-0.072
Si	12.161	6.793	17.662	-0.037	-0.123	-0.11
Si	15.067	9.648	17.723	0.108	-0.079	0.009
Si	12.286	12.461	17.616	-0.092	0.155	-0.03
Si	15.067	15.023	17.472	0.005	-0.044	-0.208
Si	0.039	2.966	18.876	-0.022	-0.183	0.258
Si	2.548	0.202	18.763	-0.062	0.023	0.363
Si	16.28	8.235	19.248	0.094	-0.045	0.256
Si	2.827	5.604	19.144	-0.076	0.123	0.259
Si	16.287	13.691	19.024	-0.084	0.108	0.245
Si	2.656	11.01	19.209	0.05	-0.202	0.098
Si	5.249	2.808	19.086	-0.066	-0.048	0.242
Si	7.928	0.053	19.052	0.11	-0.13	0.128
Si	5.568	8.347	19.129	-0.119	-0.064	0.074
Si	8.056	5.457	18.975	0.186	-0.12	0.097
Si	5.313	13.65	19.375	-0.084	0.036	0.206
Si	8.35	11.041	19.132	0.235	0.221	0.075
Si	10.69	2.816	19.051	0.127	-0.158	-0.055
Si	13.755	0.076	18.685	-0.009	0.107	0.318
Si	10.866	8.35	18.837	-0.287	-0.088	0.314
Si	13.389	5.456	19.198	-0.014	0.012	0.119
Si	11.044	13.825	19.194	0.065	-0.07	0.191
Si	13.674	11.115	18.937	0.058	0.058	0.217
Si	1.431	4.17	20.39	0.144	-0.078	0.095
Si	3.391	1.813	20.259	0.235	0.043	-0.074
Si	1.713	9.265	20.51	-0.336	-0.003	-0.169
Si	4.112	7.135	20.567	0.078	0.122	-0.123
Si	1.04	15.422	20.078	0.01	0.104	0.07
Si	3.891	12.197	20.88	0.022	0.156	-0.449
Si	6.917	3.95	20.321	-0.208	-0.223	0.137
Si	9.031	1.678	20.295	-0.089	-0.128	0.153
Si	7.346	9.336	20.364	-0.182	0.055	0.087
Si	9.185	7.82	20.441	0.494	0.099	0.103
Si	6.749	15.076	20.623	-0.118	0.05	-0.117
Si	10.218	11.936	20.49	0.165	-0.209	-0.072
Si	11.944	4.019	20.63	-0.033	0.234	-0.171
Si	15.357	1.226	19.955	0.029	0.066	0.138
Si	12.321	9.628	20.088	0.031	-0.04	0.192
Si	14.347	7.219	20.473	-0.015	0.384	-0.076
Si	12.737	15.214	20.348	0.101	0.241	-0.016
Si	14.608	12.717	20.443	0.074	-0.143	0.098
Si	4.646	0.039	22.6	-0.06	0.114	0.066
Si	4.806	1.946	25.047	-0.098	0.12	0.243
Si	16.199	6.034	22.545	0.079	-0.194	-0.019
Si	10.423	6.157	27.475	0.046	-0.119	-0.132
Si	14.852	11.263	23.325	-0.095	0.15	0.298
Si	4.923	0.18	27.62	0.027	-0.121	0.077
Si	2.47	14.313	22.739	-0.183	0.046	0.143
Si	9.636	0.224	23.089	-0.133	0.245	0.327
Si	6.186	6.007	22.691	0.089	-0.028	0.061
Si	8.989	7.428	23.334	0.125	0.069	0.268
Si	5.747	10.529	22.74	0.107	0.054	0.195
Si	9.017	13.812	22.5	-0.191	-0.089	0.222
Si	13.277	1.465	21.992	0.036	-0.101	-0.007
Si	11.078	5.178	23.347	0.004	-0.132	0.096
Si	0.328	5.369	25.496	0.052	0.003	0.346
Si	9.342	9.984	25.266	0.163	0.049	0.162
Si	8.807	10.088	28.447	0.012	0.129	-0.112
Si	2.448	1.428	28.608	0.055	0.058	-0.088
Si	6.372	4.563	25.468	0.101	-0.085	0.14
Si	0.437	9.051	23.111	0.002	0.175	0.254
Si	0.163	9.624	27.728	0.046	0.118	0.03
Si	12.53	13.502	27.08	-0.048	0.002	0.038
Si	0.716	12.96	24.888	0.029	-0.119	0.124
Si	7.757	16.087	25.351	0.148	-0.031	0.223
Si	14.292	15.969	27.25	-0.073	0.103	0.015
Si	4.484	5.514	27.809	-0.033	-0.056	-0.076
Si	7.316	12.323	24.552	0.036	-0.166	0.411
Si	3.271	12.246	26.046	0.102	0.022	0.07
Si	10.91	2.329	24.888	-0.089	0.127	0.272
Si	14.464	3.901	26.736	-0.01	-0.063	0.137
Si	12.777	6.155	25.561	-0.043	-0.026	0.153
Si	12.415	10.924	25.225	-0.105	-0.076	0.188
Si	5.661	14.172	26.067	-0.02	-0.084	0.308
Si	13.955	1.897	29.088	-0.041	0.082	-0.042
Si	2.971	3.028	31.089	0.256	0.008	-0.347
Si	16.181	0.154	29.323	-0.01	0.043	-0.044
Si	14.524	8.594	29.525	-0.073	-0.007	-0.054
Si	2.542	3.456	26.31	0.129	-0.054	0.159
Si	13.977	8.591	26.629	-0.047	0.053	0.046
Si	1.016	12.674	27.803	0.032	0.006	-0.006
Si	9.792	0.452	29.521	-0.009	0.038	-0.197
Si	8.907	3.663	26.685	0.06	-0.009	0.106
Si	6.225	10.344	30.07	0.014	0.013	-0.293
Si	8.204	7.314	28.49	-0.007	0.074	-0.056
Si	9.995	14.787	27.134	-0.136	0.082	0.06
Si	4.531	9.416	25.375	-0.141	0.145	0.238
Si	7.42	1.458	27.994	0.124	0.177	0.068
Si	13.726	1.547	25.155	-0.128	-0.01	0.351
Si	8.113	5.758	30.974	0.04	-0.159	-0.139
Si	15.079	12.274	32.828	0.005	-0.055	0
Si	9.164	13.013	31.623	0.041	0.139	-0.121
Si	13.052	10.281	31.444	0.071	0.063	-0.451
Si	1.623	4.504	33.106	-0.159	-0.208	-0.464
Si	1.603	15.045	33.161	-0.068	0.067	-0.071
Si	5.267	8.33	28.036	0.015	0.052	0.025
Si	5.238	4.996	30.87	0.168	-0.209	-0.215
Si	3.798	0.798	32.877	-0.239	0.331	-0.435
Si	6.161	12.681	31.9	0.121	-0.05	-0.204
Si	10.412	12.607	28.903	-0.084	-0.13	-0.149
Si	11.056	3.219	33.561	-0.008	0.16	0.164
Si	7.985	8.654	32.22	0.12	-0.017	-0.222
Si	10.395	10.409	32.379	0.021	0.002	-0.297
Si	1.772	8.25	25.725	0.093	-0.059	0.206
Si	6.218	15.715	32.637	0.046	-0.323	-0.077
Si	13.293	7.36	31.91	-0.119	0.03	-0.315
Si	4.099	6.497	33.102	0.254	-0.051	-0.24
Si	11.04	5.66	30.424	-0.133	-0.069	-0.269
Si	11.51	2.732	30.491	0.053	0.05	-0.368
Si	9.367	15.798	32.431	0.188	-0.119	-0.126
Si	0.232	13.979	30.665	-0.111	0.141	-0.376
O	1.441	14.42	31.662	0.36	0.266	0.152
O	0.336	15.99	33.617	0.061	-0.249	-0.044
O	1.838	3.263	34.144	-0.028	-0.073	0.128
O	4.023	1.671	34.249	-0.107	0.117	0.342
O	15.294	6.677	0.127	-0.088	0.055	-0.246
O	0.188	5.168	33.521	0.091	-0.094	0.046
O	4.613	6.376	31.535	-0.133	0.407	0.363
O	3.59	7.971	33.604	0.012	-0.102	-0.091
O	16.189	11.415	33.669	0.043	0.197	-0.176
O	1.453	9.459	34.395	0.111	0.125	0.046
O	3.964	12.395	34.571	-0.043	-0.092	-0.211
O	1.726	13.851	34.255	-0.332	-0.135	-0.025
O	0.791	13.431	29.224	-0.151	-0.054	0.27
O	5.189	0.472	32.083	0.069	0.003	-0.094
O	10.053	16.254	31.01	0.21	-0.257	0.246
O	9.636	2.661	34.209	-0.073	-0.313	-0.236
O	5.361	5.93	33.964	-0.04	0.062	-0.132
O	7.166	4.039	34.568	-0.053	-0.147	0.216
O	7.675	8.717	33.837	0.234	-0.131	0.276
O	9.574	9.045	32.022	0.052	0.081	-0.021
O	7.605	13.047	31.21	-0.044	0.216	-0.225
O	6.136	11.822	33.324	0.04	-0.357	0.217
O	7.55	14.572	34.792	-0.43	0.277	-0.014
O	5.606	14.22	32.128	0.016	0.317	0.325
O	9.573	14.197	32.649	-0.107	-0.242	0.229
O	10.158	0.013	33.739	0.211	-0.115	0.144
O	14.88	1.276	34.465	-0.048	-0.072	0.154
O	12.549	2.709	34.052	-0.06	0.181	-0.195
O	9.485	6.817	34.585	-0.055	0.237	0.435
O	11.075	4.827	33.898	0.205	0.027	-0.054
O	13.849	6.913	33.363	-0.167	0.244	0.554
O	12.063	6.441	31.404	0.032	-0.066	0.186
O	9.398	12.387	34.935	0.053	-0.079	0.285
O	11.022	10.445	33.886	0.077	-0.211	0.267
O	14.377	13.401	33.779	-0.148	0.133	-0.094
O	12.256	14.887	34.473	0.132	-0.13	0.106
O	2.389	2.939	21.017	0.231	-0.197	-0.502
O	0.679	4.972	21.647	-0.011	-0.071	0.155
O	1.277	14.125	23.873	0.281	-0.011	-0.236
O	3.824	0.814	21.454	0.121	-0.145	0.211
O	1.22	9.916	21.965	-0.113	-0.02	-0.303
O	12.853	9.622	26.099	-0.098	0.009	-0.094
O	4.88	6.752	22.014	-0.309	0.024	0.02
O	2.885	8.173	20.984	0.043	0.28	-0.399
O	4.621	0.763	26.139	-0.153	0.07	0.017
O	1.79	14.964	21.442	0.123	-0.205	-0.175
O	4.669	10.911	21.576	0.081	0.151	-0.069
O	5.863	1.257	28.426	0.037	0.083	0.154
O	6.495	4.772	21.683	-0.009	0.07	-0.258
O	7.969	2.803	20.91	-0.107	0.141	-0.583
O	9.576	0.931	21.649	-0.009	0.143	0.09
O	10.011	15.056	22.857	0.105	-0.23	-0.259
O	6.988	9.83	21.946	0.344	-0.259	-0.295
O	8.861	6.209	20.254	0.052	0.083	-0.32
O	9.757	6.043	23.742	-0.195	0.057	-0.004
O	9.722	8.022	22	0.261	0.243	-0.116
O	7.98	14.203	21.302	-0.112	-0.239	-0.037
O	5.97	15.792	21.904	0.275	0.04	-0.045
O	9.826	12.497	22.002	-0.009	-0.198	0.187
O	8.235	13.468	23.878	-0.018	0.396	-0.116
O	11.268	5.076	21.726	0.104	-0.077	-0.16
O	12.319	2.718	21.582	-0.239	0.154	0.203
O	14.686	1.875	21.3	-0.048	0.168	0.161
O	16.321	0.082	20.66	-0.016	0.014	-0.46
O	13.28	8.48	20.927	0.161	-0.171	-0.452
O	11.303	10.7	20.922	-0.305	0.091	-0.359
O	15.973	5.44	24.051	-0.107	0.298	-0.239
O	14.765	6.354	21.838	0.002	-0.156	0.102
O	12.615	0.02	21.532	-0.032	-0.237	-0.104
O	10.756	1	23.967	0.207	-0.002	-0.276
O	14.969	11.924	21.847	-0.093	0.161	-0.254
O	13.687	14.001	20.991	-0.268	-0.009	-0.555
O	3.481	2.884	25.105	0.203	0.229	-0.079
O	14.153	3.269	28.211	0.177	-0.074	-0.123
O	6.031	2.969	25.367	0.172	0.023	0.039
O	5.087	1.203	23.647	0.18	-0.097	-0.247
O	0.528	7.492	22.648	-0.108	0.053	-0.118
O	15.69	4.99	26.713	0.176	0.003	-0.065
O	15.354	9.708	23.252	0.153	-0.093	-0.009
O	1.143	6.751	25.797	-0.189	0.023	0.166
O	1.085	9.171	24.586	0.089	-0.006	-0.236
O	13.306	11.142	23.868	0.181	-0.094	-0.208
O	15.812	12.178	24.312	-0.158	0.023	0.058
O	3.67	15.304	23.269	0.091	-0.183	-0.118
O	5.496	15.031	27.481	-0.271	0.113	0.053
O	3.139	12.918	22.179	0.342	-0.339	0.024
O	8.222	0.322	23.931	-0.158	0.135	-0.075
O	13.421	0.623	28.181	-0.181	-0.205	0.137
O	5.855	5.369	24.156	-0.101	0.228	-0.246
O	5.699	5.289	26.754	0.217	0.097	0.066
O	9.152	8.548	24.517	-0.221	-0.263	-0.327
O	7.44	7.045	22.938	-0.27	0.007	-0.22
O	15.423	9.343	26.587	0.016	-0.152	-0.053
O	5.176	9.506	23.887	0.217	-0.308	-0.248
O	6.133	11.933	23.493	0	0.162	0.02
O	3.356	8.282	25.366	-0.203	-0.073	0.001
O	14.149	0.066	25.706	0.176	0.098	0.016
O	13.644	1.46	23.562	0.072	-0.11	-0.284
O	12.381	5.924	24.003	0.179	-0.088	-0.204
O	10.95	3.693	24.008	-0.137	-0.072	-0.106
O	13.16	4.739	26.252	-0.138	-0.068	-0.032
O	13.965	7.271	25.667	0.098	-0.058	-0.272
O	6.69	12.877	25.982	-0.19	0.183	-0.106
O	8.195	10.99	24.738	-0.123	0.149	0.071
O	11.973	12.89	28.502	-0.061	0.068	0.167
O	9.011	9.842	26.855	-0.098	-0.214	0.073
O	2.827	1.63	31.882	-0.223	-0.286	0.336
O	2.028	2.175	27.21	0.138	-0.1	-0.003
O	3.226	4.617	27.261	0.108	0.007	-0.088
O	4.987	5.001	29.267	-0.039	0.036	0.142
O	10.895	6.488	29.012	0.097	0.154	0.1
O	11.509	6.721	26.417	0.087	0.306	0.051
O	8.187	5.96	29.368	0.108	0.071	-0.255
O	1.556	8.979	27.182	-0.053	-0.102	0.04
O	8.908	8.626	29.175	-0.22	-0.042	-0.014
O	12.77	12.259	26.086	0.089	0.006	-0.096
O	4.963	15.404	0.311	0.05	0.032	-0.134
O	0.406	13.436	26.451	0.152	-0.181	-0.136
O	7.5	0.784	26.515	0.196	-0.294	-0.192
O	10.308	15.879	28.313	0.26	0.143	-0.035
O	8.221	0.706	29.188	-0.199	-0.271	-0.047
O	12.99	2.083	30.374	-0.039	-0.169	0.236
O	4.135	7.127	27.975	-0.138	0.04	0.046
O	5.548	8.943	26.55	0.089	0.23	-0.223
O	4.187	13.564	25.681	-0.031	0.191	-0.151
O	10.812	10.672	24.97	0.116	0.166	-0.22
O	6.369	15.255	25.052	0.012	0.15	-0.289
O	2.032	11.988	25.014	0.1	-0.283	-0.062
O	14.793	2.671	25.697	-0.021	-0.166	0.079
O	11.423	14.498	26.404	0.089	0.203	0.085
O	1.353	4.126	25.462	0.091	-0.264	-0.221
O	12.271	2.043	25.735	0.171	0.119	-0.11
O	12.782	8.873	32.207	0.032	0.068	0.351
O	9.039	6.965	27.145	0.108	0.041	-0.061
O	15.831	16.1	27.785	-0.053	-0.099	-0.121
O	13.712	8.118	28.179	0.025	-0.057	0.19
O	15.785	15.34	30.333	0.112	-0.018	-0.035
O	8.945	15.175	25.985	0.108	0.166	-0.096
O	13.852	14.403	27.373	0.029	0.01	0.186
O	10.039	11.031	28.911	0.149	-0.093	-0.072
O	1.721	3.995	31.548	-0.262	0.359	0.155
O	2.814	5.554	33.369	0.053	0.032	0.549
O	3.007	15.842	33.244	0.073	-0.222	-0.009
O	4.409	3.719	31.474	0.003	-0.023	0.011
O	16.081	8.907	29.124	-0.096	-0.209	0.154
O	13.829	9.996	30.038	0.144	0.045	0.273
O	2.942	2.694	29.509	-0.057	0.216	0.132
O	6.653	7.59	28.319	0.147	0.029	-0.079
O	1.316	0.591	29.392	-0.028	-0.062	0.311
O	3.528	0.218	28.427	-0.1	-0.015	0.164
O	0.302	11.218	27.962	-0.089	-0.161	-0.112
O	4.128	10.896	25.917	-0.075	0.019	-0.089
O	7.945	2.998	27.841	0.009	-0.166	0.057
O	10.114	4.565	27.307	-0.048	-0.111	0.067
O	9.652	2.435	25.91	-0.008	-0.133	-0.163
O	9.465	13.385	27.806	0.099	0.072	0.114
O	5.092	9.444	29.247	-0.036	0.093	0.068
O	6.834	4.761	31.234	-0.028	0.169	0.101
O	7.994	4.578	25.685	-0.005	0.199	-0.116
O	7.771	7.119	31.762	-0.128	-0.038	0.19
O	5.507	11.673	30.742	-0.114	0.195	0.119
O	2.632	12.488	27.542	0.128	-0.161	0.124
O	9.292	11.574	32.312	-0.099	-0.038	0.253
O	6.954	9.547	31.313	-0.072	0.04	0.194
O	10.96	2.764	32.006	-0.287	-0.229	0.181
O	10.532	1.903	29.479	-0.042	0.015	0.107
O	15.38	1.499	29.747	0.052	0.03	0.184
O	11.533	10.829	31.27	-0.034	0.276	0.213
O	7.372	10.735	28.931	-0.107	0.181	-0.057
O	9.663	5.326	31.283	-0.083	-0.223	0.04
O	11.672	4.249	29.952	0.251	0.054	0.052
O	14.428	7.466	30.712	0.072	-0.126	0.11
O	10.137	13.246	30.352	0.136	0.086	0.239
O	7.769	16.112	32.208	-0.018	0.144	0.052
O	13.897	11.27	32.377	0.036	-0.038	0.164
O	15.713	12.894	31.452	-0.009	0.007	0.271
Si	0.004	16.339	5.373	-0.055	-0.018	-0.059
Si	2.765	2.69	5.309	0.01	0	-0.09
Si	0.037	5.407	5.288	-0.024	0.039	-0.053
Si	2.754	8.115	5.352	-0.078	-0.002	-0.025
Si	0.019	10.867	5.303	0.09	0.037	-0.038
Si	2.694	13.613	5.388	-0.031	-0.007	0.019
Si	5.473	16.353	5.375	-0.016	-0.004	0.011
Si	8.219	2.707	5.429	0.01	0.014	-0.03
Si	5.47	5.423	5.347	0.012	-0.017	-0.02
Si	8.215	8.165	5.425	-0.003	0.024	0.036
Si	5.471	10.848	5.437	-0.09	-0.025	-0.011
Si	8.237	13.615	5.396	0.01	0.03	-0.04
Si	10.972	16.355	5.427	0.017	0.037	-0.01
Si	13.704	2.69	5.381	0.006	0.022	-0.021
Si	10.983	5.427	5.379	-0.023	-0.013	-0.005
Si	13.721	8.14	5.291	0.033	-0.037	-0.056
Si	10.976	10.859	5.379	-0.004	-0.033	-0.065
Si	13.742	13.555	5.422	-0.063	0.06	0
Si	1.382	1.338	6.703	0.037	-0.029	-0.015
Si	4.089	4.072	6.716	-0.037	0.044	-0.016
Si	1.364	6.775	6.702	0.035	-0.029	0.027
Si	4.078	9.495	6.758	0.047	0.02	0.019
Si	1.334	12.244	6.737	-0.002	0.038	-0.034
Si	4.081	14.998	6.73	0.036	-0.011	0.005
Si	6.822	1.335	6.751	-0.008	0.007	0.019
Si	9.585	4.097	6.762	-0.009	0.002	-0.025
Si	6.83	6.783	6.748	0.096	-0.084	-0.017
Si	9.586	9.539	6.768	-0.018	0.008	-0.007
Si	6.841	12.261	6.751	0.036	0.003	0.011
Si	9.585	14.996	6.769	-0.029	-0.006	-0.006
Si	12.328	1.344	6.765	0.014	-0.031	-0.008
Si	15.07	4.082	6.708	0.018	-0.045	0.01
Si	12.344	6.817	6.715	0.019	-0.012	-0.002
Si	15.054	9.52	6.691	-0.023	-0.038	-0.011
Si	12.319	12.237	6.76	-0.005	0.03	0.01
Si	15.057	14.986	6.766	0.08	-0.059	0.012
Si	0.017	2.711	8.084	-0.03	0.021	-0.008
Si	2.731	16.386	8.099	-0.008	0.017	0
Si	0.011	8.166	8.072	0.001	0.032	-0.027
Si	2.725	5.437	8.093	-0.032	-0.029	-0.006
Si	0.009	13.628	8.131	-0.016	0.036	0.024
Si	2.719	10.897	8.096	-0.021	-0.01	0.002
Si	5.453	2.721	8.104	0.033	0.013	-0.01
Si	8.197	16.377	8.107	-0.021	-0.017	-0.004
Si	5.465	8.157	8.116	-0.042	0.007	0.008
Si	8.204	5.451	8.127	-0.016	0.016	0.03
Si	5.457	13.64	8.094	-0.028	-0.002	-0.012
Si	8.213	10.914	8.122	0.039	0.047	0.007
Si	10.948	2.724	8.112	-0.018	-0.003	0.005
Si	13.686	16.371	8.12	-0.035	0.014	0.014
Si	10.962	8.169	8.109	-0.053	-0.029	0.002
Si	13.699	5.451	8.084	-0.002	0.034	-0.017
Si	10.955	13.629	8.12	-0.005	0.019	0.001
Si	13.695	10.878	8.105	-0.032	0.004	-0.003
Si	1.355	4.091	9.468	0.026	-0.014	0.002
Si	4.079	1.366	9.475	0	-0.009	0
Si	1.349	9.548	9.458	0.027	0.009	-0.009
Si	4.074	6.816	9.473	0.036	-0.027	0.003
Si	1.363	15.028	9.481	0.017	-0.033	0.003
Si	4.081	12.284	9.455	0.028	0.007	0.005
Si	6.812	4.096	9.479	0.021	-0.017	0.002
Si	9.552	1.366	9.46	0.021	-0.001	-0.002
Si	6.823	9.555	9.472	0.025	-0.011	0.002
Si	9.564	6.835	9.485	0.009	-0.019	0.005
Si	6.811	15.022	9.461	0.029	0.016	0.008
Si	9.562	12.295	9.487	-0.008	-0.013	0.01
Si	12.305	4.113	9.461	0.011	-0.014	-0.003
Si	15.037	1.368	9.47	0.026	-0.049	-0.007
Si	12.305	9.551	9.483	0.034	0.002	-0.006
Si	15.037	6.832	9.456	-0.011	-0.023	-0.008
Si	12.301	15.02	9.483	-0.005	-0.006	0
Si	15.028	12.276	9.487	0.012	0.027	-0.009

Results
total energy: -115457.557 eV
total energy less fixed offsets of O -438.35, Si -107.03 eV per atom: 8.783 eV
